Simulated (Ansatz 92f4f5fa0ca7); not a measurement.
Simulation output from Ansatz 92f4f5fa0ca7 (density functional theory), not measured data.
Periodic cell of 192 atoms, Si128O64, from a study of silicon, its oxide and their interface. The atomic structure is a simulated model.
This geometry differs little from another in the collection (a relaxation step or a small displacement).

Settings
functional: r2SCAN
potential files: Ansatz PAW
basis: plane waves
wave-function cutoff: 800 eV
density cutoff ratio: 5
exchange-correlation grid ratio: 1
k mesh: 1 x 1 x 1, shifted by 0.5 0.5 0 of a step
self-consistency stop: 1e-10 eV per atom in the density residual
occupations: fixed
spin: none
net charge: 0

Cell vectors (angstrom)
a	10.887	0	0
b	0	10.887	0
c	0	0	27.9918

Atoms: element, x, y, z (angstrom)
Si	-0.5682	0.1621	-0.0136
Si	3.0604	2.3232	-0.0576
Si	-0.1887	5.7585	0.1599
Si	3.0535	8.0138	0.1397
Si	5.2343	-0.0554	0.2714
Si	8.3605	2.6233	0.2586
Si	5.062	5.5689	-0.242
Si	8.4127	7.9357	0.2238
Si	1.2961	1.2281	1.1112
Si	4.039	4.0364	1.2383
Si	1.3958	6.8995	1.3942
Si	4.1169	9.3984	1.6771
Si	6.8233	1.2877	1.3993
Si	9.5951	4.1348	1.4903
Si	6.7382	6.6553	1.2089
Si	9.4817	9.5135	1.5606
Si	0.0814	2.6485	2.6673
Si	2.6237	-0.0219	2.7144
Si	0.0511	8.206	2.8178
Si	2.7278	5.4107	2.6741
Si	5.4187	2.7123	2.6675
Si	8.1235	-0.0178	2.8558
Si	5.5464	8.0059	2.8075
Si	8.1089	5.4336	2.7333
Si	1.3868	4.0441	4.0517
Si	4.029	1.3687	4.0266
Si	1.3639	9.5452	4.1768
Si	4.0978	6.7129	4.1057
Si	6.7783	4.0433	4.0808
Si	9.5602	1.3584	4.0933
Si	6.8026	9.4661	4.166
Si	9.5004	6.8155	4.0715
Si	-0.0075	0.0054	5.5022
Si	2.7323	2.7247	5.4515
Si	-0.0136	5.4169	5.3885
Si	2.7448	8.1356	5.4457
Si	5.3891	-0.0095	5.409
Si	8.1646	2.7089	5.4322
Si	5.4468	5.3882	5.4859
Si	8.1998	8.1592	5.5027
Si	1.3638	1.3775	6.818
Si	4.0784	4.0571	6.8465
Si	1.3431	6.7849	6.7747
Si	4.068	9.5287	6.7996
Si	6.7805	1.3408	6.7763
Si	9.5153	4.0882	6.7762
Si	6.8111	6.7911	6.8135
Si	9.5339	9.5293	6.8624
Si	-0.0273	2.7317	8.1404
Si	2.7263	0.0125	8.1671
Si	0.018	8.1512	8.1826
Si	2.7015	5.45	8.1599
Si	5.4476	2.6984	8.1841
Si	8.138	0.0064	8.1696
Si	5.4473	8.1854	8.1358
Si	8.1825	5.4434	8.1624
Si	1.3265	4.0777	9.4944
Si	4.0897	1.3444	9.5597
Si	1.367	9.5507	9.5177
Si	4.0754	6.8491	9.4816
Si	6.8095	4.0977	9.5091
Si	9.4831	1.401	9.5097
Si	6.7875	9.5274	9.5227
Si	9.5291	6.7994	9.5438
Si	-0.0356	0.0307	10.8315
Si	2.6868	2.7374	10.8553
Si	-0.0014	5.4168	10.8926
Si	2.7636	8.2273	10.8704
Si	5.4759	-0.0045	10.9305
Si	8.1361	2.7567	10.9087
Si	5.4488	5.4996	10.8204
Si	8.13	8.1593	10.8782
Si	1.3065	1.3808	12.2108
Si	4.0689	4.1577	12.1238
Si	1.4148	6.8116	12.1458
Si	4.1345	9.5348	12.3139
Si	6.7927	1.4048	12.2999
Si	9.4814	4.107	12.2937
Si	6.7667	6.8171	12.2752
Si	9.4751	9.5703	12.1708
Si	-0.038	2.7299	13.6185
Si	2.714	0.062	13.5448
Si	-0.0311	8.1386	13.3785
Si	2.8358	5.5482	13.5362
Si	5.3263	2.8243	13.5345
Si	8.2099	0.043	13.6404
Si	5.4876	8.1633	13.744
Si	8.0834	5.4545	13.6724
Si	1.35	4.2418	14.7357
Si	3.8631	1.5966	14.9187
Si	1.3951	9.4081	14.6804
Si	4.1741	6.7585	15.1598
Si	6.6837	4.0521	15.0112
Si	9.6201	1.3371	15.1025
Si	6.8141	9.6273	15.0564
Si	9.4845	6.9347	14.8539
Si	0.1543	-0.295	16.1996
Si	2.6288	3.2101	16.3659
Si	0.1897	5.7528	16.0448
Si	2.419	7.9132	16.19
Si	5.3943	0.3449	16.1013
Si	7.765	2.3619	16.2088
Si	5.1922	5.0792	16.6072
Si	8.6138	8.6019	16.2572
Si	19.4181	-7.7814	19.1062
Si	-21.4487	14.7721	22.6985
Si	-15.2666	5.5259	19.5855
Si	-8.0604	21.1737	17.8341
Si	-25.5381	22.0959	19.8675
Si	-4.8743	-22.555	22.2612
Si	-2.5777	3.8368	25.4965
Si	5.3743	7.8086	23.6964
Si	-10.4697	21.4156	22.7694
Si	-6.5044	5.6548	22.0078
Si	-11.2012	8.2525	21.0545
Si	-8.2679	-9.0926	22.4526
Si	-16.0257	-27.5536	24.6611
Si	4.2007	33.0117	20.3471
Si	12.2997	5.7879	20.7825
Si	10.3657	8.1454	23.9558
Si	-17.7909	-1.2514	25.9015
Si	6.6485	0.9401	24.4924
Si	10.7985	-5.4741	25.2782
Si	3.9	1.6819	25.2186
Si	19.558	9.7468	25.8642
Si	22.2444	14.8934	18.4289
Si	-2.8664	8.2359	19.1531
Si	9.2141	-8.9377	23.5428
O	-10.8131	-11.9566	-6.6535
O	0.274	5.1742	-6.2378
O	-3.2671	12.5798	-4.5741
O	3.4674	-8.6985	-4.2363
O	-2.6383	-29.5073	-10.4633
O	7.2246	-0.1275	-6.5655
O	-16.2235	12.679	-2.6281
O	4.7538	-6.0989	-4.6122
O	-15.1733	23.0706	-11.2589
O	20.337	-2.6851	-8.0897
O	-7.2729	1.6107	-6.8059
O	-3.8504	-6.7457	-3.444
O	0.9877	7.3563	-7.3708
O	-6.976	4.0869	-11.0756
O	9.4395	1.5167	-0.2514
O	7.764	-7.4287	-1.0219
O	-1.8393	19.6708	24.6309
O	22.3638	-12.4494	23.8393
O	-1.6185	-8.2866	25.0361
O	-25.0118	0.0449	25.4144
O	-19.0248	8.6848	17.6035
O	-27.3789	-0.8923	26.8384
O	1.8094	0.4179	22.6629
O	-23.0851	-4.006	27.7088
O	10.162	-7.6317	19.2701
O	-16.1244	-10.7792	23.5489
O	-14.6872	7.0502	19.7779
O	3.0972	-8.2792	26.3069
O	-6.8632	6.816	27.5821
O	-1.0901	-7.7922	22.5531
O	5.8243	16.3139	18.0918
O	10.554	15.8033	17.3471
O	0.5238	5.2061	26.7671
O	12.2238	-16.7946	19.3867
O	24.6512	16.3951	21.4278
O	1.5636	24.8139	17.6495
O	13.9099	10.7054	19.38
O	7.6621	15.2396	19.7346
O	2.8027	19.8166	26.785
O	-0.8164	10.3062	26.5166
O	-4.7048	17.5483	24.4859
O	25.1707	0.1456	25.3542
O	17.3386	30.4649	22.8744
O	5.2212	4.9859	26.21
O	-0.7801	-10.2649	23.3016
O	-6.2174	-0.8451	21.3522
O	11.0141	6.9313	24.7852
O	11.4585	-6.5178	24.2318
O	-2.9942	8.8173	26.94
O	8.1548	18.6938	17.6009
O	-17.5139	10.7028	17.1696
O	-5.3102	0.778	19.5733
O	-31.369	6.8168	16.6216
O	-16.348	5.3238	20.7957
O	-17.3337	7.1779	22.5399
O	-9.3493	13.8431	22.1867
O	-1.0621	9.6176	16.7731
O	4.4591	19.5443	24.7144
O	12.2803	-10.8514	17.2938
O	4.1682	12.025	27.9977
O	20.0902	16.058	25.4185
O	18.3514	20.6773	19.109
O	20.856	-14.093	22.4531
O	-24.5755	1.6118	19.6328

Results
free energy: -118371.371 eV
free energy less fixed offsets of O -570.45, Si -639.56 eV per atom: 1.109 eV

Forces (eV/angstrom), in the order of the atoms: element, x, y, z
Si	-0.0094	0.0007	-0.0258
Si	0.007	0.0017	-0.0236
Si	-0.0006	-0.0002	-0.027
Si	0.0027	0.0037	-0.028
Si	-0.0094	0.0031	-0.0219
Si	-0.0007	0.0029	-0.0251
Si	-0.0006	-0.0039	-0.0315
Si	0.0001	0.0027	-0.0185
Si	0.0019	-0.0018	0.0028
Si	0.0016	0.0036	0.0012
Si	0.0026	0.0003	0.0038
Si	-0.0006	0.0022	0.0048
Si	0.0011	-0.0033	0
Si	-0.0004	-0.0006	0.0049
Si	0.0011	-0.003	0.0009
Si	0.0005	-0.0008	-0.0038
Si	-0.0034	-0.0016	-0.0067
Si	-0.0018	0	0.0018
Si	0.0018	0.0017	0.0031
Si	0.0001	0.0017	-0.0048
Si	-0.0022	0.0021	-0.0025
Si	0.006	-0.0005	-0.0039
Si	-0.0005	-0.0017	0.0045
Si	0.0021	0.0009	0.0035
Si	-0.0005	-0.0009	-0.0042
Si	0.0008	-0.0032	0.0028
Si	-0.0016	0.0004	-0.002
Si	-0.0009	-0.0004	0.0023
Si	0.0002	0.0017	-0.0012
Si	0.0018	-0.0005	0.0013
Si	-0.0024	-0.0004	-0.0021
Si	-0.0025	-0.0008	-0.0033
Si	-0.0017	-0.0018	0.0012
Si	-0.0013	0.0011	-0.0023
Si	-0.0008	0.0016	-0.0016
Si	0.0004	-0.0004	-0.0001
Si	0.0019	-0.0001	0.0027
Si	-0.0024	0	0.0008
Si	-0.0002	0.0012	0.0003
Si	0.0004	0.0004	0.0024
Si	-0.0008	0	0.0008
Si	-0.0019	0.0006	-0.0008
Si	-0.0015	0	-0.0005
Si	-0.0017	0.0007	-0.0002
Si	-0.0007	-0.0005	-0.002
Si	-0.0026	-0.0012	-0.0003
Si	-0.0012	-0.0006	0.0013
Si	-0.0009	-0.0004	-0.0011
Si	0.0008	0.0011	-0.0005
Si	-0.0015	-0.0005	0.001
Si	-0.0007	0.0005	0.0003
Si	-0.0008	0.0001	0.0008
Si	-0.0004	0.0001	0
Si	-0.0012	0.0009	0.0008
Si	-0.0018	-0.0001	0.0006
Si	0.0002	0.0014	0.0017
Si	0.0007	0.0009	-0.0005
Si	-0.0014	0.0007	0.0018
Si	-0.0015	-0.0015	-0.0009
Si	-0.0014	0.0009	0.0016
Si	-0.0036	-0.0001	-0.0012
Si	0.0003	0.0001	0.0002
Si	0	0.0001	0.0004
Si	-0.0012	0.0009	0.0023
Si	0.0018	0.0014	-0.0002
Si	-0.0001	-0.0003	0.0028
Si	-0.0018	-0.0013	-0.0023
Si	-0.0001	0.0016	0.0033
Si	-0.0017	0.0004	-0.0006
Si	0.002	0.0011	-0.0022
Si	-0.0008	0.0005	-0.004
Si	-0.0009	-0.0003	0.0017
Si	0.0009	0.0011	-0.0036
Si	-0.0002	0.0023	-0.0049
Si	0.0006	0.0001	-0.0004
Si	-0.0001	-0.0012	-0.0012
Si	-0.0001	-0.0039	-0.001
Si	-0.0015	0.0021	-0.0024
Si	0.0011	-0.0009	0.0018
Si	0.0017	0.0058	0.0035
Si	0.0002	0.0004	-0.0037
Si	0.0006	0.0013	0.0002
Si	-0.0023	0.0007	0.0058
Si	0.0021	-0.0002	-0.001
Si	-0.0013	0.0028	-0.0025
Si	0.0023	-0.0011	-0.0006
Si	0.0023	0.0029	0.0015
Si	0.0001	0.002	0.0016
Si	-0.0007	-0.0019	-0.0036
Si	-0.0037	0.004	-0.0087
Si	0.0003	-0.0014	0.0055
Si	-0.0021	0.0024	0.0071
Si	-0.0017	0.001	-0.0067
Si	0.0007	-0.0026	-0.0069
Si	0.0008	0.0019	0.0053
Si	0.0008	0.0004	0.0015
Si	0.0005	-0.0043	0.0154
Si	-0.0049	0.0078	0.0263
Si	-0.0029	-0.0058	0.0141
Si	-0.0048	0.0009	0.0204
Si	0.001	-0.0037	0.0212
Si	0.0007	0.0038	0.0175
Si	0.0034	0.0013	0.0249
Si	-0.0031	-0.0035	0.0307
Si	-0.0016	-0.0017	0.0192
Si	0.0002	-0.0047	-0.0076
Si	0.0023	0.0054	0.0267
Si	0.0034	0.0019	0.033
Si	-0.0019	-0.0025	0.0176
Si	0.001	-0.0008	-0.0014
Si	0.0059	-0.0002	-0.0334
Si	0.0043	0.0001	-0.0165
Si	0.0015	0.0019	-0.0023
Si	-0.0056	0.0051	0.0005
Si	0.0017	0.0003	0.0045
Si	-0.0052	-0.0012	-0.0077
Si	0.0044	0.0068	-0.0324
Si	0.0085	0.0028	0.0219
Si	0.0014	0.0062	0.0208
Si	0.0064	0.0015	-0.0213
Si	0.0034	0.0022	-0.0433
Si	0.0002	-0.0059	-0.0274
Si	0.0001	-0.0001	-0.0332
Si	0.0021	-0.0011	-0.0341
Si	-0.0075	0.0021	-0.0361
Si	-0.0015	0.0076	0.0402
Si	0.0043	0.0036	0.0331
Si	0.0014	-0.0036	-0.0149
O	-0.0004	-0.0011	-0.0005
O	0.003	0.0002	-0.0041
O	-0.001	-0.0014	0.0025
O	-0.0005	0.0026	0.0172
O	-0.0037	-0.0032	-0.0309
O	0.0006	0.0027	-0.0049
O	-0.0095	-0.001	0.0172
O	0.0065	-0.0022	0.0102
O	-0.0011	-0.0012	-0.0162
O	-0.0124	-0.0012	-0.0133
O	0.0012	-0.0021	-0.0034
O	0.0011	-0.0016	0.0131
O	0.0005	-0.001	-0.0068
O	-0.0015	0.0008	-0.0043
O	0.0004	0.001	0.0197
O	0.0007	-0.004	0.0264
O	-0.0041	0.0034	0.0106
O	-0.0004	-0.0027	0.0076
O	-0.0071	0.0057	0.0108
O	0.0114	-0.0109	0.0135
O	-0.003	-0.0009	-0.021
O	0.005	0.0054	0.0294
O	0.0012	0.0004	0.0029
O	-0.0022	0.0025	0.0081
O	0.0028	0.0014	-0.0196
O	0.0034	0.003	0.0101
O	0.0034	0.0007	-0.0066
O	-0.0053	0.0014	0.0284
O	-0.0048	-0.0012	0.0157
O	-0.0006	-0.0006	0.0038
O	-0.0107	-0.0045	-0.0282
O	0.0042	0.0059	-0.0222
O	0.0014	0.0009	0.0287
O	-0.0045	-0.0082	-0.0176
O	-0.0002	0.001	-0.0039
O	0.008	0	-0.019
O	-0.0057	-0.005	-0.0189
O	0.0015	-0.0023	-0.0129
O	-0.0038	-0.0103	0.0199
O	0.008	0.0067	0.022
O	-0.0008	-0.0065	0.0061
O	0.0013	-0.0052	0.0127
O	-0.0005	-0.0017	0.0053
O	-0.0022	0.0016	0.0344
O	0.0003	0.002	0.01
O	-0.0007	0.0024	-0.0062
O	-0.001	-0.0042	0.0173
O	-0.0007	0.0049	0.0156
O	-0.0007	-0.0101	0.0283
O	0.0058	0.005	-0.0328
O	0.0062	0.006	-0.0142
O	0.001	-0.001	-0.0093
O	0.0035	-0.0017	-0.0042
O	0.0078	-0.0003	-0.0121
O	0.0005	-0.0002	0.0028
O	0.0017	0.001	0.0038
O	0.0026	0.0046	-0.012
O	-0.0049	0.0035	0.0152
O	-0.0087	0.0011	-0.0184
O	0.0062	-0.0114	0.016
O	-0.0003	-0.0016	0.0114
O	0.0022	-0.0045	-0.0098
O	0	0.0012	0.0045
O	0.002	0.0063	-0.0156

The program warned: the cutoff lies below the one the program advises for these potential files; the forces do not sum to zero within the program's tolerance; empty levels may hold ghost states of the PAW files; the exchange-correlation potential is rough where the density is thin.
